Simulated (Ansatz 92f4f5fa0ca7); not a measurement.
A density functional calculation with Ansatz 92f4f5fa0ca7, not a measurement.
Periodic cell of 256 atoms, Si144O112, from a study of silicon, its oxide and their interface. The atomic structure is a simulated model.

Settings: functional r2SCAN; potential files Ansatz norm-conserving; basis plane waves; wave-function cutoff 1300 eV; density cutoff ratio 4; exchange-correlation grid ratio 1; k mesh 2 x 2 x 1, shifted by 0.5 0.5 0.5 of a step; self-consistency stop 5e-08 eV per atom in the density residual; occupations Fermi-Dirac, 0.05 eV; spin none; net charge 0.

Cell vectors (angstrom)
a 10.888 0 0
b 0 10.888 0
c 0 0 36.2702

Atoms: element, x, y, z (angstrom)
Si 0.1468 -0.2454 0.0252
Si 3.5517 2.4692 -0.3602
Si 1.2569 6.9662 1.5236
Si 2.3257 8.4425 0.0722
Si 5.3807 0.1169 -0.1369
Si 8.0739 2.8871 0.148
Si 6.5444 4.7022 -0.2093
Si 6.9809 6.5851 1.2226
Si 1.3245 1.1469 1.5194
Si 4.7038 3.8923 0.9766
Si -0.0478 5.6863 0.1088
Si 4.0886 9.5181 1.2274
Si 6.8308 1.3078 1.3463
Si 9.6746 4.0489 1.3818
Si 8.5667 7.7691 -0.0088
Si 9.5176 9.4541 1.3321
Si 0.0546 2.6625 2.7605
Si 2.7778 -0.1385 2.8078
Si -0.0916 8.2299 2.8732
Si 2.6942 5.5873 2.6898
Si 5.5286 2.649 2.7556
Si 8.1744 -0.0595 2.6638
Si 5.4847 8.0495 2.4987
Si 8.2644 5.3655 2.7606
Si 1.4308 4.0797 4.0436
Si 4.0883 1.3376 4.0877
Si 1.375 9.4895 4.1884
Si 4.1317 6.8243 4.0412
Si 6.8555 4.0423 4.107
Si 9.5282 1.3143 4.0628
Si 6.7925 9.4443 3.9734
Si 9.5056 6.7771 4.1654
Si 0.0088 0.0111 5.472
Si 2.7496 2.7232 5.4471
Si 0.046 5.4194 5.4487
Si 2.7593 8.1197 5.4778
Si 5.4689 -0.0418 5.3981
Si 8.1965 2.6712 5.4497
Si 5.4546 5.442 5.41
Si 8.1242 8.1607 5.4504
Si 1.3587 1.3891 6.8114
Si 4.1061 4.0925 6.8031
Si 1.3766 6.7838 6.8358
Si 4.0941 9.53 6.7982
Si 6.8275 1.3227 6.7953
Si 9.5416 4.0557 6.7952
Si 6.7559 6.8229 6.8051
Si 9.5053 9.5345 6.7995
Si -0.0292 2.696 8.1912
Si 2.7327 0.0182 8.141
Si -0.0207 8.1816 8.1567
Si 2.7157 5.4192 8.1875
Si 5.512 2.7466 8.1445
Si 8.1595 -0.0166 8.2021
Si 5.4365 8.2053 8.2002
Si 8.1354 5.4414 8.1012
Si 1.3132 4.0638 9.5284
Si 4.156 1.3676 9.4504
Si 1.3123 9.5982 9.5065
Si 4.0717 6.8196 9.5111
Si 6.8486 4.1237 9.5632
Si 9.4779 1.3578 9.5885
Si 6.7994 9.5555 9.6051
Si 9.4373 6.8169 9.461
Si -0.0473 0.0227 10.9658
Si 2.7796 2.6936 10.7654
Si -0.1612 5.429 10.8016
Si 2.693 8.2203 10.8019
Si 5.4987 0.133 10.9461
Si 8.2049 2.7853 10.9932
Si 5.4628 5.5174 10.8969
Si 8.1174 8.1193 10.938
Si 1.4015 1.4601 12.1819
Si 4.0081 4.166 12.1207
Si 1.2198 6.8328 11.9964
Si 4.0739 9.597 12.1237
Si 6.712 1.6492 12.4134
Si 9.5184 4.1369 12.4454
Si 6.7388 6.8236 12.4158
Si 9.5291 9.389 12.315
Si 0.0598 4.173 16.8832
Si 2.6058 -0.1074 13.4831
Si 1.6132 8.9504 14.6584
Si 0.7935 3.4376 13.4238
Si 7.8356 5.2704 13.8694
Si 7.8515 0.5271 14.1268
Si 3.2437 7.1536 14.5547
Si 5.9535 4.3838 15.4389
Si 2.364 5.3055 13.2675
Si 1.7807 2.5363 15.3681
Si -0.1396 7.8746 13.5942
Si 5.1871 8.1923 13.6279
Si 3.8126 1.3745 14.8251
Si 10.1163 1.3761 16.1611
Si 6.2187 10.5114 15.5449
Si 9.5155 6.3294 15.0598
Si 12.5058 -10.8448 30.8003
Si 0.0304 14.8307 22.2984
Si 11.2904 -5.319 19.698
Si 9.5464 8.0182 19.296
Si 22.135 17.2599 31.3514
Si 12.1706 3.7064 34.5132
Si 0.8301 8.9928 22.3436
Si -15.173 -4.2015 27.0008
Si 16.5438 3.4594 20.632
Si 13.3689 -2.8002 31.7204
Si -1.7138 7.9501 30.2057
Si 9.3672 16.7338 28.0497
Si -4.4396 -40.1537 30.9195
Si 5.5086 5.101 33.124
Si 6.5183 -2.0765 34.2625
Si -14.7287 22.4432 18.1563
Si 13.177 9.6634 19.6287
Si 9.4626 -6.711 30.7157
Si 15.7095 26.4104 28.4945
Si -4.1849 -0.5429 22.3489
Si 7.7717 14.5017 22.8602
Si 31.4657 -22.0187 29.4021
Si 14.2019 6.8599 19.442
Si 26.6166 -4.7495 16.8795
Si 26.5774 11.3796 20.3567
Si 15.3605 -26.6564 22.0742
Si 10.9311 11.8171 22.4729
Si -16.6278 2.924 13.7102
Si -1.9582 -10.8877 20.4421
Si -1.4788 -10.8721 24.9215
Si -3.8749 -9.8919 29.2844
Si 3.2323 -0.3486 28.1579
Si -5.7397 12.8545 27.1255
Si -0.6807 -9.4267 34.7942
Si 13.2801 -4.5629 29.2956
Si 23.5752 6.2554 23.6596
Si -5.1611 -12.7955 28.8557
Si 11.1849 -1.0998 17.4346
Si 7.7394 -4.3403 17.4945
Si 19.6409 -2.4155 23.3066
Si 11.3204 20.6848 26.8638
Si 11.8362 -15.0035 26.604
Si 11.291 -19.484 32.1432
Si 17.7897 6.3118 23.9448
Si 17.7546 12.1312 24.7215
Si -4.1683 -7.2102 17.6073
Si 14.8611 7.2309 34.0533
Si 6.5274 -14.1218 31.5078
O 13.738 -14.1849 -6.0532
O -0.4953 -18.9185 -5.3505
O -15.1482 -12.9642 -3.6202
O 8.9059 -12.3862 -11.6447
O 8.7039 1.9985 -1.1176
O 2.8283 3.2678 -1.5694
O 6.4934 -9.0911 -8.2736
O 4.0764 -16.1293 -2.5747
O 4.24 9.2769 -7.9811
O 27.4291 -2.7443 -6.0251
O 16.2631 5.8643 -8.6412
O 22.4358 24.2138 -13.7544
O 16.2548 29.5287 -1.5533
O -0.6368 -22.6533 28.0455
O -2.2843 10.1519 13.4334
O -0.8828 -8.058 16.9026
O -2.5107 11.4847 19.0573
O 11.0836 4.3681 20.747
O -6.1414 4.5823 21.3496
O 12.8315 -0.7365 27.2782
O 5.8787 14.5879 19.0291
O 25.0481 -5.0546 23.1463
O 4.8659 0.5338 15.802
O 1.4032 -1.8688 20.8284
O 21.758 4.9861 18.2536
O 7.9612 -7.0052 31.2146
O 12.4452 7.7912 23.1483
O 7.8081 4.9233 17.7509
O 16.5319 12.7127 25.5939
O 5.7546 -4.2586 22.8402
O -14.3768 2.2878 23.6487
O 7.0988 3.5303 21.3804
O 10.354 17.7314 20.0737
O -5.076 -23.6035 14.9077
O 6.403 -22.2635 29.2103
O 28.3547 -13.6331 27.7444
O 27.1328 -0.5485 21.4691
O -1.9034 1.3497 14.9988
O 7.785 -10.5457 21.5293
O -16.2365 -7.143 32.2343
O 12.5776 6.2547 25.2714
O 15.2792 22.9617 35.3701
O 14.9186 -10.0325 27.4509
O 9.1878 -12.4622 20.1752
O 1.0453 -11.2171 22.8098
O 8.8234 9.5037 30.1386
O 44.3028 -9.6104 15.6153
O 1.5786 25.4092 16.5902
O -7.4061 5.1478 29.2318
O 6.2327 17.8524 17.0744
O 8.15 29.1344 18.8155
O 13.2769 -8.8857 36.9067
O 28.1768 -4.0759 25.4011
O 8.377 -3.9351 23.6721
O -8.088 -3.3855 35.104
O -1.5342 3.846 22.6796
O 11.9679 27.5055 30.041
O -12.028 -10.0679 23.5644
O 18.0303 4.7332 23.8339
O 26.6632 -30.6296 20.8639
O 32.5701 10.8251 25.7365
O -4.7413 10.2509 34.9009
O -1.4558 -3.5967 28.7676
O 12.1803 10.3695 18.5665
O 0.7502 5.1222 23.1459
O -7.2383 17.7994 16.1269
O -8.9501 16.9317 19.6663
O -18.4714 -0.0398 20.0615
O -15.7917 6.2932 32.1547
O 0.9769 14.4786 32.9367
O 8.7653 -3.8637 16.3326
O 10.5368 5.1993 15.6856
O 10.2907 -21.0847 20.9843
O 7.9769 -14.5589 30.9652
O -9.0035 9.5887 31.6652
O 23.7983 6.8261 27.8141
O 6.9698 -11.3558 16.9936
O -1.4657 -17.1177 29.1616
O -6.6741 6.0082 18.386
O -5.0162 -17.5815 29.6385
O 4.0594 -3.8797 20.8716
O 23.0615 -1.3193 35.7253
O -3.4559 19.805 22.474
O -11.3952 -9.4997 33.1731
O 11.7701 -5.7508 35.1411
O 10.0606 43.565 17.0397
O 0.324 2.6488 35.2828
O 10.0847 -5.5679 31.7102
O 22.981 20.2088 16.1956
O 7.9625 5.8382 27.2548
O 31.9144 -13.1456 22.4906
O 28.9621 -8.7572 17.4602
O 17.2366 -10.8937 23.8261
O 0.3863 8.2705 26.3459
O 28.2205 -5.9673 34.4309
O 29.9263 11.6598 25.6208
O 10.612 5.7788 27.0137
O 21.4321 -3.098 31.0191
O 1.5105 17.8031 32.3629
O 3.5704 -16.772 37.6948
O -7.1343 19.0022 32.7113
O 16.5966 0.4523 19.0197
O 7.9379 -13.416 34.8777
O 10.4388 19.3761 18.0325
O 2.7097 -21.6556 29.6187
O 9.723 17.6071 35.7578
O 3.0433 30.165 18.944
O 19.5284 0.9722 29.2344
O 21.8707 0.1067 30.2741
O 4.5162 3.4091 27.4824
O 28.2623 1.8041 30.6
O 12.5663 1.3933 31.6956

Results
free energy: -68942.902 eV
free energy less fixed offsets of O -463.61, Si -117.95 eV per atom: -33.782 eV
pressure: -0.05 GPa
stress xx, yy, zz, yz, xz, xy (GPa, positive in tension): -0.31, 0.47, -0.01, 0.69, -0.63, -0.05

Forces (eV/angstrom), in the order of the atoms: element, x, y, z
Si -0.0325 0.0896 0.0896
Si 0.0295 -0.0944 0.0992
Si 0.0054 0.0292 0.0135
Si -0.0287 0.0967 0.14
Si -0.0478 0.027 0.0844
Si -0.0172 -0.0593 -0.0001
Si 0.0151 -0.0215 0.2243
Si -0.0726 0.0516 -0.0854
Si -0.0869 -0.0745 -0.0111
Si 0.1063 0.2337 -0.0619
Si -0.0259 0.0332 0.0571
Si 0.029 -0.025 -0.0048
Si 0.0268 -0.0317 -0.0236
Si -0.0196 -0.0428 0.0309
Si -0.0122 0.0088 0.1996
Si 0.0225 -0.032 -0.0034
Si 0.0165 -0.006 0.0496
Si -0.0005 0.0211 -0.0533
Si -0.0352 -0.001 0.0101
Si -0.0253 -0.0174 0.0382
Si 0.0038 0.0175 0.0229
Si 0.01 -0.0336 0.0335
Si 0.0351 -0.0294 0.0373
Si 0.0158 0.0024 0.0079
Si 0.0434 -0.0045 0.0257
Si -0.0207 -0.0023 -0.0228
Si -0.0074 -0.0306 -0.007
Si -0.0138 0.0075 -0.0174
Si -0.009 -0.0197 0.008
Si 0.004 0.0062 -0.0138
Si -0.0282 -0.0231 -0.0209
Si 0.0437 0.0157 -0.0042
Si -0.0033 -0.03 -0.0163
Si -0.0236 0.0334 0
Si 0.0004 -0.0336 0.0023
Si 0.0047 0.0043 0.0001
Si 0.021 0.0027 0.007
Si 0.0135 -0.0052 0.0126
Si -0.0189 0.0364 0.0319
Si -0.0167 -0.0027 0.0001
Si 0.0044 0.012 -0.0046
Si 0.0044 -0.0202 0.0141
Si -0.0034 0.019 -0.0222
Si -0.0249 -0.0162 -0.0124
Si 0.008 0.0018 -0.021
Si 0.0194 0.0113 -0.0021
Si 0.0285 -0.0008 -0.0005
Si 0.004 0.0002 -0.0051
Si 0.0048 0.0071 0.0276
Si -0.0228 -0.0129 0.0002
Si 0.003 -0.0382 0.0265
Si 0.0047 -0.003 0.013
Si -0.007 -0.0128 -0.0013
Si 0.0008 -0.0024 0.0091
Si -0.0403 0.005 -0.0202
Si 0.0055 0.0085 0.0095
Si -0.0129 -0.0516 0.0085
Si -0.0077 0.0586 0.0317
Si 0.1001 0.0023 0.0344
Si -0.0482 -0.0056 0.0301
Si 0.0378 0.0347 0.0005
Si 0.0097 -0.0122 -0.0111
Si 0.0083 -0.0241 -0.0025
Si -0.0139 0.0448 0.0104
Si -0.0598 -0.0105 0.0177
Si -0.003 0.0197 -0.0079
Si 0.0805 -0.0044 0.0532
Si -0.0184 -0.0072 -0.0411
Si 0.012 -0.0026 0.0129
Si 0.013 -0.0439 -0.0412
Si -0.0567 0.0086 0.0413
Si 0.0126 -0.0071 0.0041
Si 0.0286 0.0199 -0.0293
Si -0.0243 -0.0013 -0.098
Si -0.0545 0.0476 -0.0246
Si 0.003 0.0139 0.0051
Si 0.1112 0.0691 -0.0247
Si 0.0624 -0.0894 0.0998
Si 0.0012 0.0233 0.0043
Si 0.0545 -0.0177 -0.0393
Si -0.0868 -0.0006 -0.0778
Si -0.0361 -0.0029 0.0261
Si 0.077 -0.0385 0.0298
Si -0.0372 0.0505 -0.1503
Si -0.0104 0.1672 0.01
Si 0.0145 -0.0805 -0.048
Si -0.1203 -0.0235 -0.0234
Si -0.0453 -0.0252 0.1258
Si 0.0239 0.067 0.0049
Si -0.2469 0.0133 -0.0191
Si 0.0181 -0.0594 0.007
Si 0.0296 -0.1232 -0.1247
Si 0.109 -0.1215 -0.2531
Si -0.0632 -0.0309 -0.0481
Si -0.0072 -0.0041 -0.0529
Si 0.0027 0.0552 -0.0732
Si -0.0097 0.0264 0.2275
Si 0.0284 -0.0017 -0.2138
Si -0.0082 0.0302 -0.2064
Si -0.0156 -0.0227 -0.1937
Si 0.0298 -0.0036 0.1923
Si 0.0995 0.0208 0.2156
Si 0.0415 0.0405 -0.2207
Si 0.0023 0.041 0.0103
Si -0.0422 -0.0581 -0.1551
Si 0.0453 0.0217 0.2388
Si -0.004 -0.0225 0.1794
Si 0.0029 0.0061 0.1621
Si -0.016 0.036 0.2444
Si 0.0218 -0.0118 0.3137
Si 0.0176 0.0909 0.2823
Si 0.0304 -0.0464 -0.185
Si 0.0191 0.0435 -0.234
Si 0.0309 -0.0828 0.1396
Si 0.0364 -0.0047 0.1536
Si -0.0399 0.0362 -0.2304
Si -0.0079 0.0102 -0.1792
Si 0.0154 0.0469 0.1615
Si -0.0278 -0.0069 -0.159
Si 0.0405 0.0801 -0.292
Si 0.002 0.0061 -0.1881
Si -0.0182 -0.0011 -0.2274
Si 0.0137 0.0192 -0.1963
Si -0.0997 -0.0114 0.0297
Si -0.0079 -0.0379 -0.2654
Si -0.0092 0.0039 -0.1117
Si 0.0168 0.0166 0.1551
Si -0.0007 0.0001 0.1495
Si 0.0557 -0.0055 0.0461
Si -0.0336 -0.0824 0.133
Si -0.0112 0.0329 0.1745
Si 0.0253 -0.0148 -0.1608
Si 0.0059 -0.0199 0.1722
Si 0.0393 -0.0008 -0.2177
Si 0.0267 -0.0767 -0.1803
Si 0.0083 -0.0036 -0.1607
Si -0.0313 0.0217 0.0509
Si 0.0311 -0.0061 0.0027
Si -0.0708 -0.0151 0.2692
Si -0.0298 -0.0038 -0.1414
Si -0.0088 -0.0027 -0.1127
Si 0.1828 0.0332 -0.0958
Si -0.0199 0.0305 0.3133
Si -0.0268 -0.0031 0.2794
O -0.0065 -0.0595 -0.1314
O -0.0398 0.0629 -0.1027
O 0.013 -0.0359 -0.191
O 0.0109 0.0226 0.0782
O 0.0824 0.0276 -0.0519
O -0.1021 0.0427 -0.1133
O -0.0367 0.0219 -0.0643
O 0.0152 -0.0234 -0.0779
O -0.0168 -0.0003 -0.0458
O -0.0331 0.0518 -0.1575
O 0.0066 0.0055 -0.0309
O 0.0102 -0.009 0.0608
O -0.0201 -0.0453 -0.1326
O 0.04 -0.0365 -0.0956
O -0.0429 0.0034 0.0482
O 0.0105 0.0374 0.0063
O 0.0471 -0.0227 0.14
O -0.0182 -0.064 0.1595
O -0.0139 0.0426 0.0745
O -0.0083 0.0004 -0.039
O -0.0195 -0.0211 0.1074
O -0.0453 0.0023 0.0878
O -0.0453 0.0404 0.0708
O -0.0698 -0.0266 0.1667
O -0.0048 0.0468 0.0957
O 0.0126 0.0091 -0.0697
O -0.0071 -0.0428 0.0674
O 0.0151 -0.0521 0.1148
O -0.0186 0.0066 0.0196
O 0.0614 0.0171 0.0953
O -0.0026 -0.0464 0.0881
O 0.0503 0.0166 0.0775
O 0.0095 -0.0096 0.0807
O 0.0071 0.0671 0.0544
O 0.0009 0.005 -0.0563
O 0.0197 -0.0276 -0.0547
O 0.0519 -0.0297 0.1109
O -0.0187 0.023 -0.0113
O -0.0305 -0.017 0.1286
O 0.0308 -0.0514 -0.17
O -0.014 0.0074 0.0808
O -0.0257 0.0389 -0.0266
O 0.0029 0.0225 -0.0407
O -0.0268 0.0507 0.1057
O -0.0033 -0.0011 0.0849
O 0.0097 0.0158 -0.0587
O 0.0753 -0.0539 0.0419
O 0.057 -0.0305 0.0669
O 0.0131 -0.014 -0.0684
O -0.0442 0.0265 0.0822
O 0.0293 0.029 0.1147
O 0.0581 0.0661 -0.0164
O 0.0027 0.0038 0.0531
O -0.0024 -0.0154 0.0487
O 0.0516 -0.0262 -0.1654
O -0.0413 0.0025 0.0606
O 0.031 -0.0108 -0.0878
O -0.0448 -0.0062 0.1081
O -0.0073 0.0142 0.065
O 0.0187 0.0421 0.0612
O 0.0261 -0.0024 0.0224
O 0.0454 -0.106 -0.1155
O 0.0092 -0.0429 -0.0911
O 0.0221 -0.0042 0.1136
O 0.0357 0.0432 0.084
O -0.0597 0.1627 0.0872
O 0.0041 0.0063 0.0663
O 0.0175 0.0206 0.0661
O 0.0278 0.0515 -0.1368
O -0.0333 -0.02 -0.1703
O -0.0279 -0.0065 0.0716
O 0.0352 -0.0921 0.1041
O 0.0307 0.0265 0.1279
O 0.0616 -0.0098 -0.1
O -0.0004 0.0261 -0.0928
O -0.0352 0.0099 -0.0806
O -0.0109 -0.0424 0.1355
O -0.0079 0.0465 -0.1194
O 0.0336 -0.0031 0.0574
O -0.0483 0.0338 -0.1267
O 0.038 -0.0349 0.1431
O 0.0185 -0.0201 -0.0882
O 0.028 -0.0218 0.0682
O 0.0494 0.0605 -0.2429
O 0.006 -0.0554 -0.0864
O -0.0189 0.0024 0.0573
O -0.0263 0.0661 -0.0713
O -0.0342 0.0316 -0.0625
O -0.0414 0.0264 0.1571
O -0.0119 -0.003 -0.0299
O -0.0338 -0.0265 0.0628
O 0.0097 -0.0265 0.088
O 0.0136 0.0281 0.1084
O -0.0055 0.0008 -0.0075
O -0.0319 0.0077 -0.2397
O -0.0019 0.0059 0.0372
O 0.0148 -0.0121 -0.0218
O -0.0314 0.0282 -0.0551
O -0.0339 -0.011 -0.1252
O 0.0583 -0.1116 -0.0687
O -0.0677 0.0186 -0.1723
O -0.0847 -0.0086 0.1262
O -0.0535 0.0196 -0.1235
O -0.0254 -0.0222 0.1024
O 0.0529 -0.0103 -0.1312
O -0.026 -0.0454 -0.0553
O 0.0291 -0.0372 0.0431
O -0.0237 -0.0154 -0.0514
O -0.0408 -0.0315 -0.0954
O -0.0158 -0.012 -0.0417
O 0.0153 -0.0483 -0.0951
O 0.0377 -0.0402 -0.1117
